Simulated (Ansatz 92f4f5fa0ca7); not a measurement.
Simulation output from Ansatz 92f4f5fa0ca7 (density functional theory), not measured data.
Periodic cell of 255 atoms, Si165O90, from a study of silicon, its oxide and their interface. The atomic structure is a simulated model.
Doubt: the cutoff is far below the 930 eV that the study's wrapper takes by default for these files, so forces and energies are approximate.

Settings
functional: PBE
potential files: Ansatz PAW
basis: plane waves
wave-function cutoff: 580 eV
density cutoff ratio: 5
exchange-correlation grid ratio: 1
k mesh: 1 x 1 x 1, Gamma-centred
self-consistency stop: 5e-08 eV per atom in the density residual
occupations: fixed
spin: none
net charge: 0

Cell vectors (angstrom)
a	10.938	0	0
b	0	10.938	0
c	0	0	37.6858

Atoms: element, x, y, z (angstrom)
Si	0	0	0.683
Si	5.469	0	0.683
Si	2.7345	2.7345	0.683
Si	8.2035	2.7345	0.683
Si	0	5.469	0.683
Si	5.469	5.469	0.683
Si	2.7345	8.2035	0.683
Si	8.2035	8.2035	0.683
Si	1.3673	1.3673	2.0503
Si	6.8362	1.3673	2.0503
Si	4.1018	4.1018	2.0503
Si	9.5708	4.1018	2.0503
Si	1.3673	6.8362	2.0503
Si	6.8362	6.8362	2.0503
Si	4.1018	9.5708	2.0503
Si	9.5708	9.5708	2.0503
Si	2.7345	0	35.6343
Si	8.2035	0	35.6343
Si	0	2.7345	35.6343
Si	5.469	2.7345	35.6343
Si	2.7345	5.469	35.6343
Si	8.2035	5.469	35.6343
Si	0	8.2035	35.6343
Si	5.469	8.2035	35.6343
Si	4.1018	1.3673	37.0016
Si	9.5708	1.3673	37.0016
Si	1.3673	4.1018	37.0016
Si	6.8362	4.1018	37.0016
Si	4.1018	6.8362	37.0016
Si	9.5708	6.8362	37.0016
Si	1.3673	9.5708	37.0016
Si	6.8362	9.5708	37.0016
Si	-4.4375	0.512	26.2728
Si	2.4283	2.203	27.6431
Si	2.7337	5.5887	30.0785
Si	13.2276	-1.6836	24.7612
Si	-1.2946	6.9808	31.3723
Si	3.6284	9.2056	28.9306
Si	7.2212	4.6661	22.3314
Si	13.5883	10.8967	30.3085
Si	1.3923	4.2298	31.5171
Si	4.3202	-2.6203	22.7251
Si	3.8664	-0.4323	26.9832
Si	11.0078	4.577	15.9676
Si	-2.5743	11.0161	30.2366
Si	8.521	7.5036	26.1712
Si	4.0657	12.3084	31.5329
Si	11.4169	14.1797	18.0806
Si	5.4803	-2.699	30.0423
Si	6.8745	-1.3473	31.4334
Si	4.7996	5.1249	26.9875
Si	6.909	6.8503	28.7061
Si	2.2685	8.8243	18.7199
Si	7.2408	0.2419	19.5794
Si	-1.5582	4.5244	26.1716
Si	6.6096	3.3903	25.1156
Si	3.7691	3.9017	28.734
Si	9.5773	1.4151	31.7431
Si	-1.6161	3.8503	29.1016
Si	6.7563	4.1735	31.5902
Si	4.1842	6.8428	31.4883
Si	10.9931	8.4168	29.9025
Si	1.3069	9.559	31.6008
Si	2.1945	6.6966	26.4577
Si	-0.0026	-0.0066	33.0012
Si	5.49	0.0107	32.8513
Si	2.7329	2.7858	32.8826
Si	8.1364	2.7931	32.9557
Si	-0.0089	5.5685	32.8484
Si	5.4624	5.52	32.9583
Si	2.7527	8.1807	32.8609
Si	8.2238	8.2299	32.8308
Si	1.3859	1.3938	34.2808
Si	6.8183	1.3658	34.2754
Si	4.1055	4.1103	34.2815
Si	9.5749	4.1518	34.2463
Si	1.3864	6.8462	34.2617
Si	6.8733	6.8645	34.2642
Si	4.1109	9.5695	34.2325
Si	9.5481	9.564	34.2889
Si	2.7015	-0.0325	3.4139
Si	8.1983	-0.0286	3.4231
Si	-0.0079	2.696	3.418
Si	5.4456	2.7193	3.4183
Si	2.7227	5.4242	3.4154
Si	8.173	5.4549	3.4138
Si	-0.0167	8.1914	3.4168
Si	5.4601	8.1686	3.4185
Si	4.0686	1.3282	4.7674
Si	9.5715	1.3223	4.7939
Si	1.377	4.0224	4.7933
Si	6.8205	4.0705	4.7853
Si	4.1145	6.7549	4.7686
Si	9.5484	6.8099	4.7719
Si	1.3594	9.5208	4.8006
Si	6.8651	9.4926	4.7895
Si	-0.0177	-0.0615	6.187
Si	5.4572	-0.0626	6.0555
Si	2.7185	2.6359	6.2148
Si	8.193	2.7008	6.1218
Si	-0.0436	5.389	6.0733
Si	5.4583	5.4036	6.1961
Si	2.719	8.0706	6.0974
Si	8.2206	8.1329	6.2303
Si	2.0832	2.0107	12.1398
Si	5.5354	2.6056	8.8732
Si	3.7361	7.035	9.9315
Si	8.2446	5.3412	9.0045
Si	1.327	6.6856	7.4248
Si	8.7034	8.8365	12.2245
Si	6.8679	6.7147	7.6074
Si	5.4705	8.1529	8.8208
Si	6.5558	4.7159	17.3152
Si	8.1747	0.019	8.8427
Si	2.7363	-0.2722	8.7716
Si	2.62	5.3022	8.8572
Si	-1.0806	6.6094	10.2615
Si	4.6695	10.1552	20.335
Si	-4.3599	9.7891	10.1302
Si	2.6236	3.6882	20.2764
Si	-0.096	2.6731	8.9185
Si	4.2686	0.9474	9.9961
Si	4.107	4.0009	7.5777
Si	8.1642	5.5465	-7.4579
Si	6.3431	3.4915	13.213
Si	9.6064	9.5027	7.6236
Si	0.093	8.0757	8.885
Si	6.8212	12.222	7.3945
O	-11.9082	26.2511	27.6875
O	6.0056	10.1132	19.3841
O	-2.7699	-30.0482	28.6462
O	-22.3749	-7.172	25.1998
O	22.6624	0.9944	12.0789
O	1.6113	14.4548	11.6886
O	-12.2676	-24.1204	25.9306
O	23.8041	18.3768	19.542
O	-14.5849	-12.6952	11.4823
O	-15.858	-17.0477	18.8342
O	27.355	23.9863	13.0925
O	-14.5876	18.5358	25.1093
O	-8.9714	-15.2352	12.8164
O	-14.1734	8.7636	22.7539
O	4.2272	-10.1681	20.557
O	5.5127	18.2625	23.2043
O	6.3444	1.7932	25.2802
O	6.528	34.5412	19.8285
O	16.1895	-11.4646	26.0819
O	5.8491	8.6466	14.8511
O	6.0802	-16.038	27.7095
O	-9.1189	24.6074	26.2088
O	-9.3953	18.8764	15.0628
O	5.3408	37.0722	25.691
Si	-1.4647	10.2896	26.3214
Si	-12.9078	6.8359	20.0162
Si	-9.9939	11.9876	29.0556
Si	-6.6135	12.2748	13.9521
Si	-6.1444	-8.3739	16.677
Si	9.0037	13.4152	14.649
Si	-16.9789	12.8893	19.6585
Si	-15.9383	16.8058	20.0765
Si	-14.768	-3.4915	23.4974
Si	1.3294	12.2004	7.6186
Si	-12.8054	23.6221	10.1803
Si	19.854	-4.4199	17.0127
Si	-3.628	14.4332	10.2092
Si	-17.2507	5.0937	15.2996
Si	7.0473	23.5459	29.1337
Si	-9.0175	-14.4377	28.7438
Si	-1.2076	-6.4666	20.612
Si	-10.9777	10.9754	23.6566
Si	-29.7833	-4.2145	20.547
Si	-0.8252	-11.5054	28.696
Si	-1.3689	-6.8801	7.4886
Si	4.1283	9.4365	7.3574
Si	13.4657	9.0685	15.7835
Si	-10.0861	-7.9813	22.5089
Si	-10.2603	10.9318	17.2893
Si	-9.8843	15.1673	10.2733
Si	-9.8048	-17.9867	25.2957
Si	-0.0116	-8.1982	30.3822
Si	2.0233	6.4822	14.4477
Si	-39.3428	31.0879	14.2868
Si	1.9068	8.9204	10.2091
Si	-11.8024	-21.0903	12.1122
Si	-13.0801	9.4269	21.7425
Si	-2.29	-21.6743	16.7135
Si	13.8834	-3.2648	11.921
Si	-14.4176	-2.2175	15.1487
Si	-5.608	2.8374	30.2123
O	27.2599	37.4207	13.9294
O	-0.7919	-0.4399	16.7423
O	-2.8209	-16.7657	17.2684
O	-19.0649	1.9249	13.6234
O	-24.902	65.3894	26.0285
O	7.9333	-18.0434	25.9477
O	-43.7608	16.3618	10.7439
O	9.7702	21.0303	12.1093
O	-16.9	-1.4956	21.7506
O	-9.6486	20.9644	23.7438
O	23.5057	14.6332	23.7531
O	5.4132	-21.9548	10.6129
O	-18.5645	1.567	11.1763
O	6.7848	-17.8962	11.7226
O	-1.5895	-3.7711	18.4479
O	-25.1207	3.2657	14.0977
O	0.2311	34.3422	23.0233
O	-15.5573	-7.7701	16.8341
O	4.6588	-20.4574	15.5481
O	-3.2604	32.0474	15.8496
O	-19.3349	-22.6302	26.0724
O	14.0565	18.4308	21.9833
O	7.8356	38.8716	22.9812
O	-30.8854	13.5884	21.3224
O	-13.2071	1.6721	16.0214
O	-16.1435	16.6581	16.3224
O	1.7749	7.7935	25.2985
O	-24.8593	-3.2733	27.7104
O	-29.2371	-4.6808	14.9384
O	43.5472	4.0355	21.8463
O	9.311	-4.8189	25.8825
O	-9.1976	21.4553	16.0768
O	5.8811	37.8614	21.4842
O	4.5551	-15.1503	19.9093
O	9.9046	-33.5771	22.6522
O	-1.6131	-3.4825	11.5988
O	-42.3025	-16.552	25.9843
O	19.0948	-0.3188	20.809
O	-9.8714	9.9402	18.5588
O	-21.281	-9.337	17.7098
O	-6.9086	-35.4417	12.9805
O	-8.0681	-2.5023	17.2588
O	-2.5937	19.5116	13.7894
O	-7.2569	12.1037	27.3533
O	8.1343	33.166	18.2431
O	-13.6086	4.0073	21.2439
O	-4.5291	11.8963	27.8251
O	-12.4471	19.1134	20.8664
O	-30.9003	36.4161	18.7972
O	-29.1047	9.0599	24.0149
O	-7.1251	-26.4868	26.4194
O	-17.9757	91.3472	16.1226
O	-11.5378	-21.6794	25.1977
O	26.374	10.702	13.6245
O	21.0797	-7.347	14.9913
O	6.8221	36.4509	23.5168
O	-13.8645	18.4941	16.154
O	-8.447	27.0931	20.8135
O	23.1433	5.1383	14.9835
O	4.2096	3.3206	20.1955
O	-34.2095	1.4127	13.5393
O	3.4468	9.462	19.5929
O	-22.5499	16.9537	16.268
O	21.1705	-18.2324	19.2244
O	4.4152	12.7846	18.083
O	7.2996	17.7272	20.0779

Results
free energy: -156076.871 eV
free energy less fixed offsets of O -568.88, Si -635.61 eV per atom: -2.021 eV

Forces (eV/angstrom), in the order of the atoms: element, x, y, z
Si	0.0609	0.0296	-0.0149
Si	0.0404	0.0262	0.003
Si	0.0452	-0.0416	-0.0061
Si	0.0339	0.0077	0.0228
Si	0.0104	0.0064	0.0024
Si	0.0236	0.02	-0.0125
Si	0.0721	-0.0052	-0.0056
Si	0.0357	0.0124	-0.0067
Si	-0.0467	-0.1365	-0.0975
Si	-0.0543	-0.127	0.1113
Si	-0.0119	-0.1187	-0.1396
Si	0.0104	-0.0628	0.1197
Si	-0.0164	-0.1264	0.0983
Si	-0.0617	-0.0756	-0.1471
Si	0.0153	-0.0768	0.0749
Si	-0.0054	-0.0222	-0.0723
Si	0.2306	0.0373	-0.1164
Si	-0.1518	0.0464	0.1063
Si	-0.073	0.2426	-0.1204
Si	-0.086	-0.0383	0.1199
Si	-0.0872	-0.0387	0.0746
Si	0.076	0.1435	0.0702
Si	0.0222	-0.0699	-0.0044
Si	0.0984	0.1355	-0.1355
Si	-0.0222	-0.0242	0.031
Si	-0.0584	0.0047	-0.0247
Si	-0.0379	0.0074	0.0292
Si	-0.0236	-0.0257	-0.0145
Si	-0.0099	-0.0459	-0.0363
Si	0.0013	-0.0468	0.0304
Si	-0.0717	0.0156	-0.0358
Si	-0.0732	0.0399	0.0355
Si	-0.0346	0.0258	-0.0445
Si	0.0352	0.0166	0.0119
Si	0.0771	-0.0554	-0.1153
Si	-0.012	-0.0917	0.0034
Si	-0.0897	-0.0859	0.093
Si	-0.0473	0.0576	0.0759
Si	0.0774	0.0066	-0.141
Si	-0.071	-0.0398	-0.2816
Si	0.0159	-0.0366	0.0588
Si	-0.0034	-0.011	-0.0061
Si	0.0181	0.2026	-0.215
Si	0.0047	-0.0222	0.0017
Si	-0.1271	0.1392	-0.016
Si	-0.0223	-0.0294	-0.0562
Si	0.0748	0.0822	0.1501
Si	-0.0528	-0.015	-0.0188
Si	0.1164	-0.0237	-0.0087
Si	0.0122	0.0119	0.0476
Si	-0.0548	-0.0071	-0.1045
Si	-0.1811	-0.1673	0.2161
Si	-0.0785	0.0192	0.0241
Si	0.0408	0.0369	0.0056
Si	-0.0207	0.0084	-0.0755
Si	-0.0952	0.0193	-0.0858
Si	-0.0908	0.1551	-0.0005
Si	-0.0945	-0.0683	-0.0382
Si	-0.1097	0.0519	0.1884
Si	0.0923	0.0392	-0.1116
Si	-0.0314	-0.0407	0.0353
Si	0.0438	0.0947	-0.0153
Si	-0.1245	-0.1391	0.1303
Si	-0.0223	-0.041	-0.2331
Si	0.0507	0.0218	0.0457
Si	0.0065	-0.0612	-0.0014
Si	-0.0691	-0.0047	0.0386
Si	0.0201	0.0074	0.0017
Si	-0.0508	-0.0033	-0.0062
Si	-0.0745	0.0291	0.0827
Si	-0.0003	-0.0188	0.0514
Si	0.0186	-0.0095	0.0276
Si	0.0296	0.0101	-0.0037
Si	-0.0019	-0.011	0.0352
Si	0.0006	0.0221	-0.0194
Si	0.0352	-0.0022	0.0246
Si	-0.0016	0.0142	0.0038
Si	0.0129	0.0415	0.0046
Si	0	0.0248	0.0255
Si	-0.0099	-0.0619	-0.0187
Si	0.0108	-0.0146	0.0012
Si	-0.0133	0.0027	0.0007
Si	-0.0424	0.023	0.0044
Si	-0.0026	-0.0125	-0.004
Si	-0.0266	-0.0035	0.0022
Si	0.0193	-0.0287	0.0052
Si	0.0078	-0.0129	-0.0029
Si	0.0074	-0.0004	0.0023
Si	0.0194	0.0273	-0.0469
Si	0.025	-0.0115	-0.0198
Si	0.0274	-0.0135	-0.0418
Si	-0.0208	0.0276	-0.0035
Si	0.0472	-0.0173	-0.0342
Si	-0.0101	0.0297	-0.025
Si	-0.0132	0.002	-0.0096
Si	0.033	0.0145	-0.0481
Si	-0.0157	0.0069	0.0062
Si	0.0039	-0.0447	-0.0677
Si	-0.01	0.0303	0.0423
Si	0.0452	-0.0083	-0.0524
Si	-0.0614	-0.0792	-0.0702
Si	0.021	0.0048	-0.0033
Si	-0.0634	0.039	-0.0518
Si	-0.0189	-0.0076	0.031
Si	0.0315	-0.1384	0.1775
Si	-0.0301	-0.007	0.0221
Si	-0.2077	0.2658	-0.5354
Si	-0.0082	0.024	0.0347
Si	0.1028	0.1361	0.1972
Si	0.0285	0.0492	0.2928
Si	0.0191	-0.0671	-0.0855
Si	-0.0716	0.0745	0.1357
Si	0.0738	-0.0029	0.0385
Si	-0.0593	-0.0976	0.013
Si	0.1061	-0.1267	0.1667
Si	0.1471	0.1875	-0.0193
Si	-0.1076	-0.2021	0.1508
Si	-0.0695	0.0251	-0.0174
Si	0.0511	-0.043	-0.1433
Si	-0.0257	0.0141	-0.1143
Si	-0.0198	0.0062	-0.0399
Si	-0.0268	0.1783	-0.1125
Si	0.1118	-0.0604	-0.0551
Si	0.0044	-0.0578	0.0482
Si	0.0671	-0.0378	0.0613
Si	-0.029	0.1322	-0.1531
Si	0.2997	0.0232	0.1258
Si	-0.0156	0.1013	0.0577
O	-0.0136	-0.0088	-0.0753
O	-0.0137	0.0007	0.0075
O	0.0406	0.0515	-0.1716
O	0.0187	0.0183	0.0425
O	0.0129	0.0695	-0.0598
O	-0.0265	0.0738	-0.1694
O	0.0088	0.0412	0.0407
O	0.0873	0.0545	0.0097
O	-0.0229	0.0365	-0.0331
O	0.0087	0.0012	-0.0719
O	0.076	0.1364	0.0169
O	0.0447	0.0134	0.0535
O	0.2654	0.1635	-0.4232
O	-0.0165	-0.0136	0.0262
O	0.004	-0.1004	-0.0008
O	0.0177	0.0244	-0.0148
O	0.0356	0.0021	0.0249
O	-0.0149	-0.0127	-0.0293
O	-0.0854	-0.0412	0.0989
O	0.0196	-0.011	0.0106
O	0.1034	0.0578	0.0076
O	-0.0127	-0.0464	0.0183
O	0.0204	-0.0906	-0.0457
O	0.0437	-0.0435	0.0567
Si	-0.0549	-0.0195	-0.1805
Si	0.1121	-0.1023	0.0229
Si	0.0992	0.1458	0.1074
Si	-0.0505	-0.0784	-0.0079
Si	-0.0265	0.003	-0.0084
Si	0.0932	0.0932	0.0741
Si	-0.0204	0.0425	0.0299
Si	0.0162	-0.0023	0.0234
Si	-0.0101	-0.0345	-0.0451
Si	-0.0313	-0.0506	-0.1376
Si	-0.0083	0.0705	0.0413
Si	0.0972	0.0201	0.0258
Si	-0.0342	0.0409	0.0379
Si	-0.0251	-0.0221	0.0409
Si	0.0825	-0.0742	0.4239
Si	0.0352	-0.1468	-0.0724
Si	-0.0527	0.1192	-0.1546
Si	-0.0086	0.0117	-0.1332
Si	-0.0769	-0.0545	-0.0287
Si	-0.0232	-0.0667	-0.0726
Si	-0.0514	0.0238	-0.0281
Si	-0.0115	0.018	0.0974
Si	0.0609	0.0785	-0.0563
Si	-0.0321	0.0804	-0.0809
Si	0.0042	0.089	0.0169
Si	-0.1686	-0.007	0.4276
Si	-0.0036	0.0421	-0.0865
Si	0.0794	-0.0463	-0.115
Si	-0.0119	-0.1234	0.3584
Si	0.0248	0.0669	0.241
Si	0.1455	-0.1419	-0.6563
Si	0.0972	-0.0425	0.3532
Si	0.0285	-0.0531	-0.089
Si	0.0689	-0.0269	-0.033
Si	-0.2056	-0.0808	1.4246
Si	0.0462	-0.0194	-0.0046
Si	0.1333	0.0058	-0.1024
O	0.0266	-0.053	-0.0459
O	-0.1038	0.0311	0.0037
O	-0.0478	0.0143	-0.0051
O	0.044	0.0215	-0.0334
O	0.0584	-0.0263	0.0567
O	0.0558	0.0079	0.0461
O	-0.0382	-0.0032	0.0745
O	-0.0543	-0.0019	-0.0742
O	-0.0549	0.0143	-0.0432
O	-0.0075	0.0301	0.0233
O	-0.0251	-0.0048	0.054
O	-0.0037	-0.0402	0.1921
O	0.0077	-0.0634	-0.1127
O	-0.0347	-0.014	-0.0315
O	-0.0441	0.0063	-0.0409
O	-0.0921	-0.0152	-0.0449
O	-0.0074	-0.0807	0.0546
O	-0.0142	0.0148	0.0005
O	0.0072	0.0207	0.0156
O	0.0414	0.0497	0.0445
O	0.0406	-0.0194	-0.0069
O	0.0304	0.0249	0.0265
O	-0.0247	0.0422	0.0231
O	-0.0133	0.0018	0.0378
O	-0.0216	-0.02	-0.0215
O	-0.0093	-0.0029	0.0088
O	0.0722	0.0333	0.1317
O	0.1022	0.0787	-0.1989
O	-0.0898	0.0781	-0.0906
O	0.0759	-0.0793	0.109
O	0.0034	-0.022	0.0474
O	0.0112	0.0226	0.0034
O	-0.0164	0.01	0.0138
O	0.01	-0.011	0.0133
O	0.0572	0.0454	0.0725
O	0.102	-0.0689	-0.1651
O	-0.0425	-0.0326	0.0269
O	-0.0061	-0.0097	0.0096
O	0.0481	-0.0442	0.0052
O	-0.0112	-0.0847	-0.051
O	-0.3139	-0.3156	-0.6282
O	0.0349	-0.0287	0.0051
O	-0.0064	0.0282	-0.0558
O	-0.0022	-0.005	-0.013
O	-0.0154	-0.015	-0.0409
O	-0.0506	-0.032	0.0725
O	-0.023	-0.021	-0.1362
O	-0.0175	0.1063	0.0669
O	0.1258	0.0307	0.0775
O	-0.0382	0.0143	0.0116
O	0.0041	0.0466	0.0476
O	0.0409	0.0207	-0.0207
O	-0.0204	-0.0021	0.093
O	-0.0398	0.0666	-0.0442
O	-0.1163	-0.1273	-0.0393
O	-0.0059	-0.0294	0.0774
O	-0.0254	0.001	0.0026
O	0.0488	0.0433	0.0026
O	0.1017	0.102	-0.0364
O	0.004	-0.0177	-0.0042
O	0.0169	-0.0304	-0.2282
O	0.0778	0.0215	0.0468
O	-0.0485	0.0192	0.0257
O	-0.0448	0.0306	0.0456
O	0.0259	-0.0122	0.0011
O	-0.0998	0.0042	-0.0039

The program warned: the cutoff lies below the one the program advises for these potential files; the exchange-correlation potential is rough where the density is thin.
